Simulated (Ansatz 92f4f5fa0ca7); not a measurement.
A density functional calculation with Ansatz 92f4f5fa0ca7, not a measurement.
Periodic cell of 179 atoms, Si99O80, from a study of silicon, its oxide and their interface. The atomic structure is a simulated model.

Settings
functional: PBE
potential files: Ansatz PAW
basis: plane waves
wave-function cutoff: 700 eV
density cutoff ratio: 5
exchange-correlation grid ratio: 2
k mesh: 2 x 2 x 1, shifted by 0.5 0.5 0.5 of a step
self-consistency stop: 5e-08 eV per atom in the density residual
occupations: Fermi-Dirac, 0.05 eV
spin: none
net charge: 0

Cell vectors (angstrom)
a	11.5983	0	0
b	0	11.5983	0
c	0.2466	1.6444	23.6267

Atoms: element, x, y, z (angstrom)
Si	3.9129	1.4714	2.1205
Si	5.6541	5.0275	0.8546
Si	5.1816	7.5986	0.6649
Si	7.5939	1.7063	1.0696
Si	8.0863	4.9236	1.0108
Si	7.3713	8.5382	0.0966
Si	2.7687	6.7895	17.2579
Si	0.4032	7.3179	0.4307
Si	-0.4787	12.3062	-0.0706
Si	8.4448	1.8942	-1.1566
Si	8.8711	7.1203	1.2383
Si	8.6449	11.1595	1.3049
Si	1.4496	1.4381	2.3243
Si	1.7272	5.4452	2.4693
Si	1.7181	9.0194	2.5433
Si	5.315	2.5271	0.4731
Si	4.1468	5.3065	2.6314
Si	4.1107	8.9128	2.3725
Si	8.4428	3.2962	2.801
Si	8.7635	7.8555	3.5191
Si	8.7403	10.3203	3.5129
Si	0.9998	3.4262	3.5195
Si	1.1518	7.2056	3.9436
Si	1.0527	11.0429	3.57
Si	4.5249	3.2241	3.6372
Si	4.6988	7.2209	3.878
Si	4.6552	11.0357	3.3385
Si	6.7013	3.2957	4.526
Si	6.8108	7.2688	4.8766
Si	6.7039	10.9509	4.5591
Si	-1.1338	3.4034	4.5468
Si	-0.9803	7.3062	4.952
Si	-0.9808	10.9888	4.8083
Si	2.7561	3.4004	5.1401
Si	2.9321	7.1508	5.4206
Si	2.9134	11.0182	5.0182
Si	6.715	1.3046	5.8667
Si	6.7652	5.1833	6.0699
Si	6.6572	9.2459	6.1932
Si	-1.0156	1.4465	6.0054
Si	-0.9166	5.2915	6.1848
Si	-1.1092	9.1986	6.3483
Si	2.8822	1.3999	6.315
Si	2.9563	5.1763	6.6946
Si	2.7751	9.1681	6.5563
Si	8.5933	1.3637	7.2883
Si	8.7055	5.2989	7.4216
Si	8.4909	9.2437	7.7253
Si	0.9098	1.3908	7.5918
Si	0.9447	5.3347	7.9217
Si	0.6843	9.2055	7.7851
Si	4.9248	1.2727	7.4716
Si	5.0701	5.0564	7.8483
Si	4.8499	9.1235	7.6906
Si	8.4765	3.2932	8.5815
Si	7.9644	7.1371	8.7445
Si	2.4258	3.6625	11.4736
Si	-1.2423	0.2916	10.1541
Si	6.6451	2.9063	17.3036
Si	6.3119	9.6372	15.1244
Si	2.6671	-1.693	10.183
Si	6.073	2.9854	8.7401
Si	6.7644	6.7539	11.3365
Si	5.2693	4.6593	12.7129
Si	5.5984	7.185	8.8096
Si	4.5757	11.001	9.0592
Si	8.3803	-0.2797	8.9943
Si	10.3046	2.7021	10.0832
Si	6.3067	12.0791	10.2602
Si	0.7719	-0.4942	9.1106
Si	0.8479	3.2627	9.0528
Si	-0.5015	11.2298	13.0239
Si	1.5001	2.8053	21.2624
Si	0.5902	6.2087	12.0548
Si	5.2069	11.4299	13.1384
Si	2.0193	1.2435	16.1053
Si	6.9016	7.4847	20.2856
Si	7.1528	1.8562	20.0946
Si	2.5027	10.1089	12.5622
Si	1.1645	7.4432	9.3175
Si	0.472	2.2727	18.3643
Si	7.4485	4.1583	14.6207
Si	0.8595	8.9282	18.4329
Si	0.7897	13.9682	13.6675
Si	0.1148	5.286	17.9232
Si	13.5449	7.6901	14.5057
Si	1.604	8.4017	21.216
Si	6.9852	10.346	20.6065
Si	6.2653	6.8236	14.2161
Si	9.4591	9.7977	15.3619
Si	0.2399	5.7406	21.0204
Si	10.2306	4.2323	12.9632
Si	5.2782	5.4165	18.6889
Si	4.583	9.0539	21.4164
Si	10.925	7.532	16.3117
Si	5.0483	12.1208	15.9456
Si	11.391	-0.2152	17.1473
Si	4.6461	3.3952	21.0329
Si	8.9232	5.9029	22.3056
O	-1.1978	7.1824	0.586
O	10.0519	1.5892	-0.948
O	10.1993	11.13	0.6218
O	7.6617	10.1335	0.4358
O	0.313	13.1691	1.075
O	1.127	5.9374	0.9786
O	0.9002	8.7007	1.1376
O	8.1451	6.9222	10.4492
O	1.4489	4.962	11.4629
O	5.709	9.9652	13.6506
O	2.6244	8.2235	9.7156
O	10.6925	5.7647	12.5791
O	2.3594	3.1708	9.921
O	4.929	5.9988	13.6557
O	8.8488	4.1111	13.807
O	6.0137	2.1456	10.2252
O	3.6107	11.3151	12.8188
O	7.808	0.9393	-2.3634
O	6.5166	6.4117	19.1071
O	4.1163	7.7152	-0.6291
O	5.5736	2.201	20.3938
O	5.0334	2.162	-1.1458
O	7.4355	8.446	-1.563
O	10.0609	3.3654	11.6042
O	2.2378	8.1827	17.954
O	7.5329	2.4705	18.6127
O	6.0416	8.0301	15.298
O	-0.1372	15.2863	13.9011
O	1.1157	9.1757	22.5273
O	-0.1981	5.8258	19.4391
O	5.3349	10.3362	20.7119
O	5.5171	7.4477	10.4984
O	6.9962	7.3834	12.8417
O	7.389	8.9803	19.7335
O	7.5549	3.2529	15.9811
O	1.7188	2.4771	12.3385
O	7.185	5.7278	15.0158
O	0.3959	7.2509	10.8075
O	-1.0677	6.0901	21.9355
O	7.3997	0.2275	20.0461
O	1.852	2.0382	17.5182
O	-1.4122	11.2319	11.6813
O	13.1105	6.7095	13.2961
O	0.9391	4.3255	21.3833
O	6.1687	3.6645	13.686
O	-0.1836	3.6946	17.9428
O	1.4337	3.9547	-6.0745
O	4.65	4.6911	20.0221
O	11.1637	8.2215	17.7642
O	2.6636	8.9776	13.7908
O	0.9809	10.6576	12.7411
O	2.9504	7.0336	15.6395
O	5.4284	0.8765	14.3889
O	5.5767	10.5852	16.2529
O	10.0413	10.6465	16.6413
O	0.8746	2.1525	19.917
O	0.7722	0.2027	15.9078
O	6.1591	11.7944	11.8806
O	3.9198	3.9969	12.0871
O	0.704	11.8471	-1.1199
O	-0.2849	12.756	13.5573
O	5.6743	1.6411	16.9409
O	8.0262	6.7967	21.2452
O	9.5923	8.178	15.638
O	12.1606	7.9841	15.3427
O	5.7878	4.2523	17.6604
O	6.2947	5.1771	11.5358
O	5.5385	7.7426	21.1728
O	10.2907	10.2817	14.0656
O	1.4379	6.7927	21.3644
O	4.1768	6.3312	17.9136
O	12.4067	-1.1003	18.0613
O	3.4394	12.0842	16.134
O	10.7948	5.943	16.7106
O	3.1227	8.7805	20.7845
O	1.8785	2.2965	14.8824
O	3.1279	2.8309	21.2191
O	0.6287	8.8863	20.0243
O	10.9734	1.1145	17.9998
O	7.8794	10.0528	15.189

Results
free energy: -108440.081 eV
free energy less fixed offsets of O -569.03, Si -635.61 eV per atom: 7.709 eV
pressure: -1.08 GPa
stress xx, yy, zz, yz, xz, xy (GPa, positive in tension): 1.73, 1.14, 0.36, -0.01, 0.18, 0.18

Forces (eV/angstrom), in the order of the atoms: element, x, y, z
Si	0.0434	-0.0552	0.0488
Si	0.172	0.3906	-0.0265
Si	0.0236	0.0611	-0.8635
Si	-0.0424	-0.0321	0.2582
Si	-0.3277	-0.0407	0.408
Si	-0.1722	-0.1072	-0.3545
Si	-0.0734	0.023	0.0778
Si	0.3718	-0.0964	0.0008
Si	0.0357	-0.0014	-0.2147
Si	-0.145	0.4822	-0.2209
Si	0.2242	-0.0258	-0.0514
Si	-0.0952	-0.452	-0.0753
Si	-0.3854	0.1802	-0.1356
Si	-0.1451	0.1607	-0.2678
Si	-0.0487	-0.1836	0.0555
Si	0.0024	-0.073	-0.5888
Si	0.2171	-0.4872	0.0941
Si	-0.0283	0.0169	-0.0499
Si	-0.0512	0.2892	0.1083
Si	-0.133	0.0883	0.2238
Si	0.0135	-0.1549	-0.0696
Si	0.2246	0.0832	0.095
Si	0.0267	0.0932	-0.0194
Si	0.0779	-0.126	0.0026
Si	-0.2369	0.3865	0.2794
Si	-0.1195	-0.0242	0.25
Si	0.0257	-0.0705	-0.1254
Si	-0.0047	0.0214	0.0959
Si	0.0902	-0.0236	-0.0714
Si	0.1137	0.1614	0.0012
Si	0.0868	-0.1165	0.0941
Si	-0.0563	-0.1119	-0.1734
Si	0.0346	0.1244	-0.0304
Si	-0.0062	-0.2671	0.1045
Si	0.2147	-0.0713	0.1459
Si	0.0379	0.0257	0.0522
Si	0.2082	-0.1494	-0.1068
Si	0.0954	0.0342	-0.1488
Si	-0.0368	-0.226	0.0377
Si	0.0754	-0.1955	0.153
Si	-0.074	0.0585	0.0384
Si	-0.16	0.0248	0.1526
Si	-0.1759	0.1482	0.127
Si	0.11	-0.1001	0.0301
Si	0.0598	0.126	0.041
Si	0.166	-0.0921	-0.4375
Si	-0.1366	-0.1298	0.0503
Si	0.0843	0.2319	-0.0892
Si	0.013	-0.2753	-0.0991
Si	0.0435	0.1265	-0.117
Si	0.0716	-0.1866	0.0002
Si	-0.1525	0.0578	-0.2237
Si	-0.0071	0.0224	-0.1007
Si	0.0708	0.0111	-0.1008
Si	0.0269	0.0724	0.0594
Si	0.2432	0.0118	0.3366
Si	0.1546	0.0617	0.4094
Si	-0.0773	-0.4953	0.0943
Si	-0.0077	0.0897	-0.1394
Si	-0.016	-0.0713	0.1916
Si	-0.07	-0.1289	-0.3803
Si	-0.1771	-0.1584	0.5216
Si	0.0002	0.0868	0.3041
Si	0.1769	0.0446	0.5097
Si	-0.2252	0.1725	0.0889
Si	0.4539	-0.0943	0.0189
Si	-0.0334	0.199	-0.012
Si	-0.1078	0.3378	0.6287
Si	-0.441	-0.0766	0.2724
Si	-0.0924	0.2735	0.0995
Si	0.3906	-0.0305	-0.0604
Si	-0.2023	0.0463	0.3047
Si	-0.085	0.1232	-0.2709
Si	-0.0791	-0.2055	0.3115
Si	0.49	-0.0607	0.1227
Si	0.1075	0.0983	0.1749
Si	-0.1029	-0.0006	0.0247
Si	-0.0617	0.0479	-0.0507
Si	0.0287	-0.0677	0.5431
Si	-0.3071	0.203	-0.1365
Si	0.0502	-0.0011	-0.0177
Si	-0.1635	0.0463	0.1175
Si	-0.0195	0.0027	0.0543
Si	0.0221	0.1652	0.3706
Si	0.0586	-0.0105	-0.0428
Si	-0.0519	-0.0749	0.4098
Si	-0.1026	-0.1177	-0.3024
Si	-0.212	0.0127	-0.0621
Si	0	-0.1538	0.2866
Si	-0.1697	-0.0892	0.1916
Si	0.1267	0.072	-0.0851
Si	-0.2034	-0.0227	0.2615
Si	0.0318	-0.1096	-0.1094
Si	-0.0546	0.0827	-0.2299
Si	-0.1212	-0.0238	0.1567
Si	0.0642	-0.0692	0.2267
Si	0.022	-0.0112	0.1458
Si	-0.0147	-0.0458	-0.1755
Si	-0.0501	-0.1923	-0.2999
O	-0.233	0.0303	0.0771
O	0.3132	-0.1475	-0.0056
O	-0.2828	0.1182	0.2373
O	0.0414	0.0817	0.1216
O	0.2203	-0.116	0.1442
O	-0.0492	0.0464	0.1683
O	-0.0333	-0.0056	0.0948
O	-0.1859	-0.0329	-0.4406
O	0.0081	0.0024	-0.0033
O	-0.0354	0.0674	-0.0988
O	-0.1566	0.5359	0.3177
O	0.1098	0.083	-0.1336
O	-0.4559	-0.1633	-0.4891
O	0.0761	-0.0676	-0.1174
O	0.2379	0.0279	-0.2012
O	0.1014	-0.1416	-0.2439
O	-0.3715	-0.1405	-0.1419
O	0.196	-0.0839	0.076
O	0.0895	0.1185	0.0621
O	0.2403	0.0268	0.1923
O	0.0545	-0.0194	0.1053
O	0.0305	0.1249	0.5044
O	0.0168	0.0248	0.3081
O	0.0775	-0.2763	-0.3477
O	0.0474	-0.0224	-0.0337
O	0.0528	-0.0514	0.1484
O	0.0089	0.077	-0.1501
O	0.0728	-0.0133	-0.1209
O	-0.2191	0.0567	0.1987
O	-0.0246	-0.0378	0.023
O	0.0976	-0.1149	0.1245
O	0.1505	-0.1177	-0.2545
O	0.0125	-0.0262	-0.1873
O	-0.0087	0.0038	0.1039
O	-0.01	-0.016	0.0181
O	0.0175	0.0146	-0.2139
O	-0.0211	0.0687	-0.1305
O	0.1967	0.188	-0.3959
O	-0.0392	0.1668	-0.0024
O	0.0625	-0.0026	-0.0012
O	-0.0449	-0.03	-0.0399
O	0.0757	0.1986	-0.0076
O	-0.0944	-0.0239	-0.2665
O	-0.0291	-0.1286	0.0616
O	-0.0928	0.0643	-0.1743
O	-0.0074	0.0297	-0.0323
O	-0.0225	0.0031	-0.0114
O	-0.0029	-0.0406	0.0975
O	-0.0271	-0.0018	-0.0054
O	0.0038	0.3209	-0.3937
O	0.2923	-0.1841	-0.1065
O	-0.143	0.0845	-0.2019
O	-0.1105	-0.0263	-0.2609
O	-0.0269	0.0354	-0.0823
O	-0.0392	-0.0288	-0.0886
O	0.0485	0.035	0.1887
O	0.0416	-0.0222	-0.1577
O	0.0963	0.1096	-0.0464
O	-0.2446	-0.0968	-0.2102
O	-0.1183	-0.0733	0.1885
O	-0.0559	-0.1638	-0.1261
O	-0.0133	-0.0291	-0.0513
O	0.1261	0.0902	0.0499
O	0.1529	0.0752	-0.0724
O	0.1343	0.0453	-0.1765
O	-0.0338	0.0161	0.1075
O	0.1191	0.0002	-0.2391
O	0.0081	-0.0393	0.0965
O	0.1167	0.0575	-0.2067
O	0.0224	-0.0136	0.0317
O	-0.0307	-0.0093	0.028
O	-0.0482	-0.0143	-0.0779
O	-0.0624	-0.0209	-0.0924
O	0.0578	0.0311	-0.0213
O	0.0852	0.0416	0.0723
O	-0.1127	-0.0461	-0.2378
O	0.0394	-0.0222	0.073
O	0.0295	-0.0438	0.0806
O	0.028	0.0093	-0.0669
O	0.0574	0.0513	-0.06

The program warned: the cutoff lies below the one the program advises for these potential files.
